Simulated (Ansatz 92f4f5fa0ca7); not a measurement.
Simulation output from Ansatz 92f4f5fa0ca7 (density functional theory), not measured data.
Periodic cell of 237 atoms, Si146O90As1, from a study of silicon, its oxide and their interface. The atomic structure is a simulated model.
Doubt: the cutoff is far below the 930 eV that the study's wrapper takes by default for these files, so forces and energies are approximate.
This geometry differs little from another in the collection (a relaxation step or a small displacement).

Settings
functional: PBE
potential files: Ansatz PAW
basis: plane waves
wave-function cutoff: 580 eV
density cutoff ratio: 5
exchange-correlation grid ratio: 1
k mesh: 1 x 1 x 1, Gamma-centred
self-consistency stop: 5e-08 eV per atom in the density residual
occupations: fixed
spin: none
net charge: +1 e, with a uniform compensating background and no finite-size correction

Cell vectors (angstrom)
a 11.6015 0 0
b 0 10.938 0
c 0 0 32.0622

Atoms and the computed forces on them: element, x, y, z (angstrom), force x, y, z (eV/angstrom)
Si -0.1969 -0.0674 23.2645 0.0011 0.0051 0.0108
Si 3.664 0.2069 23.0866 0.0121 0.0003 0.0096
Si 7.554 -0.1383 23.4369 -0.0062 0.0012 0.0074
Si 1.6823 1.376 23.4095 -0.0049 -0.0082 0.0044
Si 5.7352 1.3958 23.1673 -0.0054 -0.0054 0.0059
Si 9.4417 1.2263 23.3478 0.0083 -0.0042 0.006
Si 0.157 5.3105 23.455 0.0008 -0.0078 0.0085
Si 4.1237 5.2936 23.385 -0.0034 -0.0047 0.0028
Si 8.0353 5.6127 23.5329 0.0003 -0.0059 0.0055
Si 2.1569 6.5764 23.3569 -0.0015 0.0042 0.0061
Si 5.968 6.7643 23.4684 0.0011 0.0053 0.0076
Si 10.0114 6.8708 23.5964 -0.0057 0.0128 0.0068
Si 1.9 2.6622 25.38 -0.002 -0.0009 -0.003
Si 5.8344 2.6694 25.2264 0.0013 -0.0086 0.0037
Si 9.6306 2.6819 25.2522 -0.0008 -0.0014 -0.0021
Si 11.5946 4.0026 25.3822 0.0024 0.0035 0.0003
Si 3.8874 3.9683 25.3143 0.0053 0.0013 0.0031
Si 7.7501 4.0938 25.3337 -0.0002 0.0042 0.0015
Si 1.9729 8.149 25.1796 0.0032 0.0028 0.0023
Si 5.7737 8.1678 25.3547 -0.0027 0.0051 0.0016
Si 9.7065 8.2636 25.4359 -0.0016 0.0024 0.0043
Si 11.6367 9.5613 25.261 -0.0018 -0.0042 -0.006
Si 3.8667 9.5867 25.0539 -0.004 -0.0053 -0.0027
Si 7.6852 9.5228 25.4046 0.0061 -0.0038 -0.0007
Si 11.6514 -0.0156 27.2077 -0.0011 -0.0068 0
Si 3.8886 -0.0699 27.1152 -0.0045 -0.0084 0.0003
Si 7.782 -0.0333 27.3015 -0.0033 -0.0061 0.0001
Si 1.9847 1.3139 27.2792 0.0049 0.0055 0.0053
Si 5.8383 1.2731 27.1314 0.0052 0.0122 -0.002
Si 9.7018 1.3344 27.2 -0.0011 0.0074 0.0013
Si 11.5898 5.4676 27.2308 0.0003 -0.0009 0.0065
Si 3.8536 5.4275 27.1957 -0.0052 -0.0011 0.003
Si 7.7071 5.4705 27.2492 -0.0003 -0.0027 0.0049
Si 1.9337 6.8243 27.168 -0.0005 0.0014 -0.002
Si 5.7594 6.8093 27.2713 0.0056 -0.0001 -0.0019
Si 9.6575 6.8206 27.2985 0.0002 0.0042 -0.0017
Si 1.9336 2.7075 29.1897 -0.009 -0.0037 0.0019
As 5.7961 2.708 29.1228 -0.0001 0.0039 0.0066
Si 9.6899 2.7122 29.1432 0.0061 -0.0037 0.0031
Si 0.0115 4.1062 29.1628 0.0007 0.0012 -0.0035
Si 3.8139 4.1359 29.1739 0.0067 0.0006 -0.0048
Si 7.7843 4.1319 29.1864 -0.0056 0.0035 -0.008
Si 1.9382 8.1861 29.1171 0.0035 -0.0066 -0.003
Si 5.7948 8.1803 29.1905 0 -0.003 -0.0012
Si 9.675 8.19 29.2212 -0.0016 -0.0064 -0.004
Si 0.0066 9.5583 29.1503 -0.0013 0.0064 0.0024
Si 3.8752 9.5511 29.1069 -0.0048 0.0061 0.0013
Si 7.7341 9.5369 29.2148 0.0026 0.0049 0.0012
Si 0.0019 -0.0043 31.0951 0.0009 0.0008 0.0006
Si 3.8446 -0.0044 31.0586 0.0009 -0.0003 0.0011
Si 7.7472 -0.0017 31.1168 -0.0027 -0.0006 0.002
Si 1.925 1.3745 31.1327 0.0012 0.0002 -0.0026
Si 5.7952 1.3328 31.1337 -0.0002 0.0005 -0.0011
Si 9.6737 1.369 31.1002 0.0007 -0.0002 -0.0034
Si 0.0116 5.465 31.1012 -0.0002 -0.0033 -0.0018
Si 3.8783 5.4826 31.1272 -0.0018 0 -0.0003
Si 7.7347 5.4731 31.1483 0.0021 -0.001 0
Si 1.9371 6.8427 31.0701 0.0001 0.0022 0.001
Si 5.8059 6.8428 31.129 0.0002 0.0008 0.0006
Si 9.6827 6.8283 31.1481 0.0012 0.0022 0.0027
Si 1.9286 2.7519 1.0038 -0.002 -0.0022 -0.0031
Si 5.7967 2.7702 0.9526 0.001 -0.0043 -0.0039
Si 9.6709 2.7354 0.9809 0.002 -0.0018 -0.001
Si -0.0108 4.1124 0.972 0.0009 0.0043 0.0002
Si 3.8582 4.1207 0.9976 0.001 0.0017 0.002
Si 7.7483 4.1129 1.0156 -0.0029 0.0017 0.0016
Si 1.934 8.217 0.9478 0.001 0 0.002
Si 5.7974 8.2333 0.9803 -0.0006 0.001 0.0019
Si 9.6677 8.2219 1.0142 -0.0018 0.0005 0.001
Si -0.0005 9.5913 0.987 -0.0008 -0.0003 -0.0017
Si 3.862 9.5958 0.9694 -0.002 -0.0007 -0.0029
Si 7.7368 9.5838 1.0005 0.0032 0.0003 -0.0026
Si 11.6111 0.0346 2.9297 0.0004 -0.0004 -0.002
Si 3.8542 0.027 2.9241 0.0027 -0.0019 -0.0024
Si 7.745 0.0281 2.9164 -0.0009 -0.0027 -0.0025
Si 1.9338 1.4053 2.9431 -0.0001 0.0006 0.0034
Si 5.8123 1.3639 2.8449 -0.0016 0.0034 0.0015
Si 9.6649 1.3899 2.9332 -0.0003 0.0005 0.0017
Si 11.5669 5.5119 2.8773 0.0008 -0.001 0.0016
Si 3.8784 5.5062 2.9281 -0.003 0.001 0.0023
Si 7.7383 5.524 2.9353 0.0024 0.0015 0.0018
Si 1.9156 6.8313 2.8659 0.0013 -0.0009 -0.0041
Si 5.8099 6.8697 2.9012 0.0006 -0.0028 -0.0034
Si 9.661 6.9091 2.9845 -0.0014 0 -0.0017
Si 1.9124 2.8395 4.8362 0.0001 0.0017 0.0003
Si 5.8381 2.7316 4.7516 -0.0004 -0.0001 0.0006
Si 9.6008 2.8059 4.8418 0.0018 0.002 0.0011
Si 11.5433 4.1438 4.7884 -0.0037 -0.0004 -0.0007
Si 3.9192 4.103 4.8366 0.0008 -0.0034 -0.0012
Si 7.7182 4.212 4.8954 -0.0027 -0.0013 -0.0008
Si 1.8882 8.1533 4.8088 0.0025 -0.0003 -0.0013
Si 5.8098 8.2667 4.8002 0.0011 0.0015 -0.0008
Si 9.6627 8.3292 4.9249 -0.0002 -0.0004 0.0014
Si 11.6344 9.6585 4.8966 -0.0002 0.0004 0.0035
Si 3.8188 9.4906 4.7977 -0.0021 -0.0004 0.002
Si 7.7225 9.6837 4.9014 0.001 0.0003 0.0023
Si 11.595 0.2389 6.7866 0.003 0.0001 -0.0044
Si 3.7524 -0.0472 6.6657 0.0054 0.0011 -0.0075
Si 7.7139 0.065 6.9239 0.0005 0.0003 -0.0031
Si 2.0472 1.5096 6.7731 -0.0026 0.0009 -0.0047
Si 5.7118 1.2798 6.6304 -0.0005 0.0028 -0.006
Si 9.6456 1.5284 6.8405 -0.0005 0.0006 -0.0078
Si 11.527 5.5041 6.7113 0.0029 -0.0046 -0.0075
Si 3.9829 5.4386 6.8049 0.0024 0.0004 -0.0024
Si 7.7393 5.6763 6.843 0.0035 -0.0012 -0.0059
Si 1.9761 6.6468 6.6619 -0.002 -0.0002 -0.0077
Si 5.814 6.9809 6.7595 -0.0012 0.0001 -0.0038
Si 9.7566 7.0437 6.9285 -0.0019 0.0027 -0.0042
O 10.0004 7.9733 8.3114 0.0054 0.009 0.0057
O 7.666 9.9391 8.2253 -0.0059 -0.0112 0.0059
O 7.4034 4.7347 8.1712 -0.0004 -0.0046 0.0101
O 3.3703 10.3548 8.2111 -0.0013 -0.007 0.0131
O 2.0362 7.5658 8.026 -0.0005 0.0073 0.0115
O 3.9994 4.5936 8.2574 0.0005 -0.0053 0.0015
O 9.7778 2.4553 8.2235 0.0038 0.0118 0.0059
O 2.6135 2.3478 8.1263 0.0072 0.0051 0.0025
O 11.3894 4.5704 8.0717 -0.0054 -0.0086 0.0074
O 5.3571 2.3879 7.8073 -0.0079 0.0086 0.0057
O 5.8179 7.9913 8.088 0.0037 0.0081 0.0036
O 11.2984 10.3192 8.157 -0.0093 -0.0128 0.0077
O 11.2784 10.0857 21.7915 -0.0027 -0.0116 -0.0075
O 3.218 10.7203 21.5184 -0.0006 -0.0063 -0.0144
O 5.7746 7.7668 22.1557 -0.0003 0.0041 -0.0047
O 4.2237 4.4369 21.948 0.0028 -0.0049 -0.005
O 7.6813 9.6713 22.1953 -0.0024 -0.0086 -0.0062
O 10.34 7.6755 22.1879 0.0066 0.0073 -0.0092
O 1.6055 2.4081 22.1168 -0.0051 0.0124 -0.0064
O 5.9511 2.4364 21.875 -0.0017 0.0137 -0.01
O 8.4426 4.6975 22.2101 0.0008 -0.0044 -0.0084
O -0.0823 4.4495 22.0388 0.0002 -0.0112 -0.0063
O 2.3348 7.3575 21.917 0 0.003 -0.0144
O 9.1264 1.8836 21.86 -0.0007 0.0081 -0.0127
Si 1.9181 7.7913 9.6141 0.0024 0.0054 -0.0011
Si 5.0407 0.5774 17.6771 -0.0034 -0.0015 -0.0018
Si 2.4865 5.413 14.019 -0.0029 0.0008 0.0049
Si 10.5554 3.8614 14.0455 0.0011 0.0013 0.0013
Si 8.2758 2.3845 15.2575 -0.0006 -0.0038 0.0008
Si 9.5462 2.2432 20.3273 -0.0018 0.0033 0.0069
Si 10.5098 3.6517 9.0855 -0.0022 -0.0008 -0.007
Si 0.0368 2.3137 11.5723 -0.0021 0.0026 0.0029
Si 11.0265 8.1311 15.3954 -0.002 -0.0007 0
Si 5.1606 6.9309 13.9929 0.0027 -0.0009 0.002
Si 5.7575 2.6157 11.1244 -0.0017 0.0049 0.0017
Si 8.5758 7.6719 19.38 -0.0006 -0.0004 0.0008
Si 8.117 4.8469 20.6206 -0.0022 -0.0021 -0.0007
Si 5.9165 9.582 15.1953 0.0001 0.0018 0.0029
Si 2.1151 7.6322 20.328 -0.0021 0.0084 0.0009
Si 1.9226 4.8888 18.777 0.0011 -0.0015 0.0024
Si 4.4948 3.4388 18.0045 -0.0011 0.001 0.0024
Si 8.5058 8.9248 16.8078 -0.0011 -0.0017 0
Si 0.8352 9.4792 13.3043 -0.0003 0.0009 0.004
Si 9.9129 10.6537 11.7341 0.0014 -0.002 0.0029
Si 5.3513 3.7026 21.0035 0.002 -0.0039 0.0119
Si 0.5771 5.5179 16.2578 -0.0001 -0.001 0.0001
Si 10.7826 9.1543 9.1603 0.003 -0.0005 -0.0074
Si 6.5633 8.8951 21.2809 0.0018 0.0045 0.0067
Si 7.1153 7.1126 11.494 0.0011 0.0011 0.0008
Si 2.677 0.735 12.2237 0.0023 -0.0026 0.002
Si 10.8941 8.6806 21.0315 0.0006 0.0038 0.0064
Si 6.0388 4.3282 15.6326 -0.0019 0.0001 0.0016
Si 7.0831 0.4856 12.9794 0.0002 0.001 0.005
Si 4.06 2.9857 8.6019 0.0016 -0.0046 -0.0072
Si 0.8774 6.7423 11.8974 0.0028 0 0.0038
Si 6.5727 9.0551 9.0848 0.0015 0.0035 -0.006
Si 0.6614 3.2938 21.1351 0.0003 -0.0013 0.0058
Si 9.8002 6.5105 12.8896 -0.0026 0.0011 0.0063
Si 7.7178 4.5401 9.76 0.0035 -0.0012 -0.002
Si 3.9861 10.0739 20.2099 -0.0013 0.0002 0.0107
Si 4.2615 3.038 13.531 0.0023 -0.0013 0.0045
Si 3.8567 10.0164 9.743 -0.0001 -0.004 -0.003
Si 8.0567 0.774 18.025 0.0036 0.0018 -0.0033
O 11.5099 3.2291 12.9003 -0.0031 0.0035 0.002
O 9.3434 4.4795 9.8854 -0.0019 0.0018 -0.0029
O 8.8033 3.6063 19.8507 0.0021 -0.0026 0.0029
O 4.0428 -0.0644 18.8041 0.0035 0.006 -0.005
O 11.3135 4.5336 15.3115 -0.0022 -0.0012 0.0001
O 9.8533 9.793 10.3365 -0.0035 0.0057 0.0045
O 3.7732 1.5313 13.1385 0.0013 0.0033 -0.002
O 0.6588 9.053 14.8688 0.0013 -0.0002 0.0011
O 6.4755 0.9724 18.3778 -0.0004 -0.0001 0.0042
O 4.7568 3.1631 19.6008 -0.0061 -0.0022 -0.011
O 6.2566 1.1803 11.7439 0.0031 -0.0045 -0.0022
O 0.5521 8.6474 9.868 0.0038 -0.0002 -0.0043
O 5.6437 4.3183 17.2294 0.0018 0.0006 -0.0002
O 8.4434 7.2089 12.4002 0.0039 -0.0002 -0.002
O 4.4151 2.6299 10.1556 0.0059 -0.001 0.0037
O 2.0632 5.6382 15.5757 0.0003 -0.0015 -0.0015
O 3.3767 0.0666 10.9196 -0.0046 0.0067 0.0036
O 5.8838 7.2203 12.5518 -0.0036 -0.0006 -0.0001
O 2.3067 6.3525 19.3649 -0.0014 -0.0095 0.0003
O 0.6443 4.9315 17.775 -0.0039 0.0015 -0.0017
O 8.4178 10.6919 12.3814 -0.0048 0.0022 -0.0023
O 5.476 10.0867 9.6918 -0.0032 0.0014 -0.0032
O 0.6007 8.1989 20.1955 0.004 -0.0028 0.0035
O 9.7608 2.6003 14.6729 -0.0036 0 -0.0022
O 2.0067 10.5893 13.2282 -0.0017 -0.0019 -0.0015
O 9.9478 9.105 16.1001 0.0027 0.0001 0.0015
O 6.1414 10.3456 13.767 0.0003 -0.0006 -0.003
O 7.4484 1.5902 14.1135 0.0005 0.0008 0.0009
O 1.6471 3.9315 20.0441 0.0057 0.0089 -0.0063
O 5.908 5.7939 14.92 -0.0007 0 -0.0003
O 7.3393 8.9432 15.6883 -0.0015 0.0003 -0.0009
O 1.514 1.6702 11.6074 0.0007 -0.0009 -0.0052
O 7.1951 8.2946 10.3724 0.0017 -0.0066 0.0036
O 4.3232 1.9843 17.276 -0.0006 -0.0006 0.0021
O 7.0384 3.1653 10.2867 -0.0036 -0.0033 -0.0022
O 11.5419 7.0049 16.4413 0.0002 0.0001 0.0012
O 8.2846 10.1332 17.8417 0.0002 -0.0021 0.004
O 3.2756 8.5374 10.103 -0.0021 -0.0002 -0.0055
O 7.5856 3.8372 15.5217 -0.0001 -0.0007 0.0007
O 3.1347 4.2962 17.8949 0.0011 -0.002 0.0021
O 2.8978 3.885 13.6943 0.0005 0.0008 -0.004
O 1.3386 8.2041 12.4404 -0.0015 0.0026 -0.0017
O 1.2049 5.6767 13.0644 0.0017 -0.0013 -0.0016
O 4.9702 8.2997 14.8651 -0.0014 0.0001 -0.0004
O 11.1684 2.3928 20.3304 -0.0005 -0.0016 0.0027
O 10.9837 9.9913 12.7641 0.0038 -0.001 -0.0008
O 5.292 3.576 12.3679 -0.0017 0.0009 0.0001
O 5.0816 3.2035 14.9227 -0.0017 -0.0002 -0.0004
O 6.4851 4.8044 20.5642 -0.0006 0.0019 0.0029
O 8.4059 1.5629 16.6526 0.0009 0.0048 -0.0044
O 10.4134 1.2405 11.4578 0.0002 -0.0011 -0.0056
O 10.8726 6.6182 11.6554 -0.0019 0.0004 -0.0037
O 3.2625 8.6726 19.8543 0.0002 -0.0024 0.0046
O 1.7131 6.4418 10.5185 -0.0027 -0.0036 -0.0001
O 7.1576 8.2051 19.9582 0.0055 -0.0052 -0.0031
O 8.4981 7.5824 17.7527 -0.0004 0.0022 -0.0058
O 3.6737 6.423 13.6127 -0.0008 -0.0008 -0.0021
O 9.5631 4.9609 13.3426 0.0006 -0.0004 -0.0027
O 5.5113 10.0019 20.7698 -0.0054 0.0016 -0.0005
O 10.3337 7.365 14.1497 0.0004 -0.0004 -0.002
O 8.7763 6.1735 19.9744 0.0007 0.0052 0.0019
O 7.0726 5.7181 10.6614 -0.0016 0.0063 -0.0001
O 5.2661 10.5412 16.3699 0.0021 -0.0037 -0.0028
O 9.048 1.1408 19.2592 -0.006 -0.0071 -0.0024
O 11.5804 3.162 10.188 0.0051 -0.0053 0.0039
O 9.7334 8.7085 19.8938 -0.006 -0.0025 -0.0004

Results
free energy: -148857.953 eV
free energy less fixed offsets of As -4856.12, O -568.88, Si -635.61 eV per atom: -3.573 eV

The program warned: the cutoff lies below the one the program advises for these potential files; the forces do not sum to zero within the program's tolerance; the exchange-correlation potential is rough where the density is thin.
